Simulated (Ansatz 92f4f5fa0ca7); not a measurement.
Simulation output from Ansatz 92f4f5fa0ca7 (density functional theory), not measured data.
Periodic cell of 268 atoms, Si148O120, from a study of silicon, its oxide and their interface. The atomic structure is a simulated model.
This geometry differs little from another in the collection (a relaxation step or a small displacement).

Settings: functional r2SCAN; potential files Ansatz PAW; basis plane waves; wave-function cutoff 800 eV; density cutoff ratio 5; exchange-correlation grid ratio 1; k mesh 1 x 1 x 1, shifted by 0.5 0.5 0 of a step; self-consistency stop 1e-10 eV per atom in the density residual; occupations fixed; spin none; net charge 0.

Cell vectors (angstrom)
a, 10.88, 0, 0
b, 0, 10.88, 0
c, 0, 0, 37.6206

Atoms: element, x, y, z (angstrom)
Si, 0.1121, 0.221, -0.1537
Si, 3.0272, 2.5759, -0.0733
Si, -0.3708, 5.7811, -0.1526
Si, 3.1512, 7.6705, -0.1259
Si, 5.1276, 0.2368, -0.0853
Si, 7.5384, 3.2866, -0.0965
Si, 5.4254, 5.5324, 0.2965
Si, 8.306, 8.0183, 0.0234
Si, 1.3837, 1.5131, 1.2621
Si, 4.0361, 4.0826, 1.4182
Si, 1.3542, 6.7714, 1.1497
Si, 4.0382, 9.4741, 1.1783
Si, 6.6812, 1.4745, 1.1953
Si, 9.3684, 4.1822, 1.1471
Si, 6.8404, 6.9152, 1.469
Si, 9.5685, 9.6556, 1.1256
Si, -0.0936, 2.8275, 2.5277
Si, 2.6823, 0.0009, 2.5601
Si, 0.0341, 8.2348, 2.5057
Si, 2.6001, 5.4436, 2.6455
Si, 5.3962, 2.7121, 2.7197
Si, 8.1364, 0.0971, 2.4898
Si, 5.3996, 8.2686, 2.6713
Si, 8.1683, 5.4744, 2.7071
Si, 1.2557, 4.1079, 3.9843
Si, 4.0275, 1.3288, 3.9891
Si, 1.3351, 9.5496, 3.9403
Si, 4.0198, 6.8356, 3.9462
Si, 6.7842, 4.0944, 4.0145
Si, 9.4808, 1.417, 3.8989
Si, 6.8012, 9.6236, 3.9395
Si, 9.5604, 6.8729, 3.9384
Si, -0.0455, 0.0312, 5.2647
Si, 2.6494, 2.7215, 5.3003
Si, -0.033, 5.4967, 5.346
Si, 2.685, 8.1913, 5.3213
Si, 5.4288, 0.0254, 5.3418
Si, 8.1462, 2.7322, 5.3386
Si, 5.3908, 5.4702, 5.3027
Si, 8.1489, 8.2093, 5.2705
Si, 1.3146, 1.3535, 6.6576
Si, 4.0375, 4.0924, 6.6453
Si, 1.3385, 6.8296, 6.6923
Si, 4.0682, 9.5297, 6.6771
Si, 6.7827, 1.3716, 6.6946
Si, 9.5023, 4.1036, 6.6839
Si, 6.7815, 6.8254, 6.6301
Si, 9.4937, 9.5488, 6.6457
Si, -0.0312, 2.7031, 8.0233
Si, 2.6984, 0.0157, 8.022
Si, -0.0343, 8.1947, 8.0218
Si, 2.6883, 5.4412, 8.0211
Si, 5.3993, 2.7304, 8.0097
Si, 8.1406, -0.0084, 8.0341
Si, 5.4262, 8.1553, 8.0119
Si, 8.1239, 5.457, 8.011
Si, 1.3589, 4.0318, 9.3624
Si, 4.0474, 1.3838, 9.3934
Si, 1.3387, 9.5401, 9.3794
Si, 4.0574, 6.802, 9.3614
Si, 6.7929, 4.0494, 9.352
Si, 9.5017, 1.3366, 9.3987
Si, 6.781, 9.5015, 9.3795
Si, 9.4886, 6.8165, 9.3673
Si, 0.0114, 0.0139, 10.7735
Si, 2.6946, 2.7136, 10.8099
Si, -0.0258, 5.3883, 10.6477
Si, 2.7007, 8.179, 10.7228
Si, 5.4263, 0.0057, 10.7073
Si, 8.1261, 2.6723, 10.753
Si, 5.4024, 5.3825, 10.6551
Si, 8.134, 8.1556, 10.7616
Si, 1.3357, 1.3647, 12.2143
Si, 4.1209, 4.0718, 12.1176
Si, 1.3706, 6.694, 11.9702
Si, 4.0414, 9.5963, 12.0741
Si, 6.7709, 1.2984, 12.1364
Si, 9.5352, 4.0348, 12.0427
Si, 6.7319, 6.7048, 11.997
Si, 9.5417, 9.5153, 12.1058
Si, -0.015, 2.8, 13.5622
Si, 2.7388, 0.0292, 13.5972
Si, 0.0088, 7.9869, 13.306
Si, 2.7544, 5.4641, 13.4267
Si, 5.4068, 2.657, 13.5217
Si, 8.1937, -0.0035, 13.5215
Si, 5.3585, 8.101, 13.2739
Si, 8.0822, 5.3097, 13.3267
Si, 1.6081, 4.0069, 14.8394
Si, 3.8085, 1.7018, 15.0052
Si, 1.5094, 9.1829, 14.5962
Si, 3.8204, 7.1016, 14.7514
Si, 6.9961, 3.8117, 14.7849
Si, 9.2886, 1.67, 14.896
Si, 7.0251, 9.0787, 14.5053
Si, 9.2807, 6.8055, 14.5882
Si, -6.8057, -3.1827, 21.3057
Si, 0.0968, 5.7555, 17.0016
Si, 3.0424, 11.2693, 25.5977
Si, 10.2082, -0.4679, 16.645
Si, 9.5195, 2.069, 23.3922
Si, 5.3322, 12.0995, 17.8229
Si, 7.1785, -0.9649, 17.1445
Si, 5.7331, 5.7791, 16.9107
Si, 6.1203, 4.3204, 26.5549
Si, 5.7924, 5.5937, 19.898
Si, 3.3547, 7.0122, 24.0266
Si, -2.4608, 8.3724, 25.2163
Si, -0.25, -2.6649, 18.4733
Si, -3.3145, 7.4636, 18.5079
Si, 7.0136, 3.0968, 19.4338
Si, 9.8302, 4.1703, 19.5343
Si, 14.8412, -0.461, 20.2107
Si, 10.8313, 4.6583, 22.5266
Si, 9.2257, 1.6167, 20.5345
Si, -7.7216, 1.1694, 22.624
Si, 2.7608, -6.8686, 23.5157
Si, -4.2509, 6.6752, 30.5422
Si, 0.7562, 1.9305, 31.7254
Si, 8.4827, 10.5211, 26.9759
Si, -0.0356, -4.8219, 27.4382
Si, -2.8814, 2.3311, 25.9617
Si, 3.5795, -0.6359, 31.0618
Si, -0.2432, 2.4815, 29.2147
Si, 7.452, 8.0741, 27.8992
Si, 9.2616, 14.0255, 33.0793
Si, -1.9787, 1.4522, 35.5194
Si, -2.2473, 4.1676, 27.9648
Si, 1.5135, 8.858, 20.757
Si, 11.0493, -3.7523, 24.4466
Si, 11.2511, 0.2172, 22.0529
Si, 12.7037, 15.0877, 28.3933
Si, 11.9845, 10.0728, 32.7164
Si, 3.3885, 3.1478, 26.3288
Si, 5.0033, -5.0737, 33.7975
Si, -3.7375, 7.8181, 33.4934
Si, 2.2162, -3.9107, 29.0783
Si, -7.8709, -1.1678, 28.1257
Si, 6.9702, -1.0429, 35.4845
Si, 6.4459, 3.9431, 31.8963
Si, 5.895, 7.1746, 25.6571
Si, -7.0637, 2.2424, 32.1203
Si, 0.5775, 0.333, 27.2628
Si, 1.4509, 9.1517, 35.4808
Si, 3.9645, 7.3961, 31.3271
Si, 0.1647, 5.1086, 34.4154
Si, 13.8143, -7.0592, 34.6505
Si, 10.3026, 7.9143, 33.8077
O, -0.6667, 1.2458, -1.1765
O, 1.2459, -0.5881, -1.0217
O, -3.4374, -2.306, -1.2433
O, 2.6059, 3.2462, -1.5003
O, 3.9579, 5.0873, -2.8187
O, -5.2483, -0.3991, -1.5135
O, 2.5601, 8.1117, -1.5977
O, -0.0306, 8.5154, -2.3948
O, 8.7198, -3.2643, -3.7841
O, -0.1392, -12.7465, -4.9464
O, 11.092, 6.5158, -4.0124
O, 8.0107, 2.6708, -1.5325
O, 6.4349, 4.4615, -0.512
O, 4.3629, 6.5885, -0.4529
O, 11.0838, 5.2857, -1.597
O, 9.3523, 6.8847, -0.5215
O, 1.1713, 4.8632, 16.177
O, 2.6579, 2.8347, 15.3186
O, -1.1285, -4.821, 15.9746
O, 4.4225, 1.3474, 16.4862
O, 2.6601, 8.1776, 15.2394
O, 0.4362, 9.8228, 15.6464
O, 6.0281, 7.8458, 27.1413
O, -7.3798, 5.4537, 23.5653
O, 4.1296, 0.5091, 21.5048
O, 6.2559, 4.4987, 16.0718
O, 6.2548, -1.4791, 15.9214
O, 8.1291, 2.7485, 15.3529
O, 8.1529, 7.9464, 14.8611
O, 10.2244, 13.4817, 19.709
O, 15.6111, 6.2956, 20.8737
O, 7.0399, 6.6445, 19.7915
O, -2.6164, -6.7825, 19.0317
O, -0.3814, -10.1076, 23.3697
O, -3.8651, 6.7377, 17.1659
O, 4.5464, 6.5042, 16.0882
O, -1.7156, 7.546, 18.5037
O, -5.0526, 13.528, 18.4114
O, 10.6828, -1.0837, 18.0653
O, 8.7533, 2.147, 21.9808
O, 7.7569, 1.6785, 19.8131
O, 11.4993, 7.2284, 17.4977
O, 6.7412, 11.4109, 17.4509
O, 3.5731, 2.7178, 22.9298
O, 8.506, 1.772, 24.5698
O, 4.5416, 0.3043, 18.9113
O, 10.0398, 1.11, 16.2763
O, 7.0279, 8.9967, 18.4618
O, 14.0695, 0.2374, 23.9786
O, 10.1657, 0.317, 20.8114
O, 8.6869, 9.8684, 16.5627
O, 12.5557, 1.175, 21.9457
O, 14.817, 1.6883, 25.9596
O, 10.6037, 4.9204, 18.3422
O, -3.123, 9.6544, 28.1516
O, -3.8722, 4.3715, 27.9382
O, -0.2021, -4.8154, 23.2923
O, 2.4835, -3.2786, 21.0038
O, -1.0905, 8.1965, 24.3463
O, 0.89, 9.5607, 22.0921
O, 6.5536, 2.997, 25.737
O, -4.4746, 5.6421, 25.7019
O, 1.784, -3.4182, 24.258
O, 5.1812, 5.4089, 18.3917
O, 2.389, -0.8745, 19.9771
O, 3.8047, -0.5959, 29.4392
O, 0.2861, 8.2156, 19.9695
O, 6.9958, 7.4896, 31.9077
O, 14.9909, 7.9079, 22.9005
O, -4.6647, 4.1182, 20.4507
O, 1.4489, 0.579, 25.9066
O, 0.8768, -6.1329, 27.2087
O, -1.4606, -5.3109, 28.028
O, -2.9456, 12.028, 27.0584
O, -0.3058, 13.9601, 32.1334
O, -9.3615, 21.2263, 28.2459
O, 10.1745, 3.5356, 23.5028
O, 2.4621, 3.6588, 25.0846
O, 10.1781, 4.7931, 21.022
O, 0.0119, -4.1873, 25.9772
O, -0.7878, -0.4898, 27.0633
O, -5.8195, 6.9239, 30.2281
O, 0.6578, 6.9836, 28.5919
O, 0.8217, 3.6777, 29.5337
O, 7.4895, -3.6313, 29.2896
O, 1.9965, -0.8493, 31.3694
O, 4.0781, 6.4658, 32.6342
O, 4.6988, -1.8902, 20.5303
O, 13.6343, 16.3229, 28.8661
O, 5.9843, 4.6569, 33.252
O, 6.9942, 7.8256, 24.6183
O, 4.2999, 8.9384, 31.692
O, -5.7485, 3.0253, 31.485
O, -6.3476, 4.2179, 26.7022
O, -1.7237, 3.1578, 29.1335
O, -2.7481, 9.9401, 25.5023
O, 9.6193, 4.4173, 34.0242
O, 2.4913, 18.1618, 30.6481
O, 14.4509, -0.7628, 26.6355
O, 2.6325, 2.982, 27.7489
O, 8.5468, 7.6896, 26.7247
O, 12.3912, 4.229, 22.5072
O, 6.8194, 5.0758, 30.7772
O, 7.86, 3.2095, 32.2485
O, 2.3002, 2.4459, 31.5036
O, 15.1985, 7.2602, 25.3043
O, -1.6559, 1.8139, 33.9908
O, 1.9684, -1.1621, 34.0503
O, 3.6389, -8.1695, 33.6747
O, 6.7754, -1.5451, 33.9527
O, 0.1051, 12.652, 27.8126
O, 0.0642, 12.2566, 30.3502
O, -1.899, 3.4879, 26.5245
O, -6.7397, 0.6726, 31.8347
O, -4.8139, 6.9108, 34.3366
O, 4.0385, 1.3722, 37.105
O, 8.1356, 0.0508, 35.544
O, 1.505, 15.1553, 34.0186
O, 11.5554, 11.6289, 32.8296
O, 2.9779, -2.7847, 28.199

Results
free energy: -163106.438 eV
free energy less fixed offsets of O -570.45, Si -639.56 eV per atom: 2.442 eV

Forces (eV/angstrom), in the order of the atoms: element, x, y, z
Si, 0.0009, 0.0145, -0.0599
Si, -0.0097, 0.0161, -0.0695
Si, 0.0075, -0.0109, -0.0803
Si, -0.007, 0.0111, -0.0702
Si, 0.0071, -0.0081, -0.0566
Si, 0.0025, -0.0052, -0.0548
Si, -0.0071, 0.0011, -0.0479
Si, -0.0077, 0.009, -0.0658
Si, -0.0016, 0.0023, 0.0083
Si, -0.0031, 0.0042, 0.0104
Si, -0.0017, -0.0025, 0.011
Si, -0.0007, -0.0024, 0.0064
Si, 0.0031, 0.0014, 0.0089
Si, 0.0006, -0.0026, 0.0096
Si, -0.002, -0.0016, 0.0092
Si, -0.0065, 0.0062, 0.0103
Si, -0.0002, 0.0033, 0.0016
Si, -0.0038, -0.0015, 0.0055
Si, 0.0009, -0.0004, 0.0044
Si, -0.0008, -0.0018, 0.0031
Si, 0.0033, 0.0009, 0.0018
Si, -0.001, -0.0001, -0.0025
Si, -0.0009, 0.0057, 0.0044
Si, 0.0002, -0.0025, 0.0055
Si, -0.0009, 0.0006, 0.0012
Si, -0.0022, 0.0014, 0.0027
Si, 0.0005, 0.0011, 0.0023
Si, -0.0004, -0.0016, 0.001
Si, -0.0013, 0.0006, 0.002
Si, 0.0005, -0.0002, 0.0008
Si, 0.0005, 0.0003, 0
Si, -0.002, 0.0022, 0.0038
Si, -0.0017, -0.0003, 0.0004
Si, -0.0017, 0, 0.0006
Si, -0.0001, -0.0007, 0.0001
Si, -0.0008, 0.0019, -0.0002
Si, 0.0003, 0.0003, -0.0003
Si, 0.0005, 0.0014, -0.0009
Si, -0.0015, -0.0007, -0.0001
Si, -0.0004, 0.0007, 0
Si, -0.0003, 0.0004, -0.0001
Si, -0.001, 0.0014, 0.0006
Si, -0.0008, -0.0001, 0.0001
Si, -0.0007, 0.0001, 0.0004
Si, -0.0005, 0.0012, 0.0005
Si, 0, 0.0011, 0.0005
Si, 0.0001, 0.0003, 0.0006
Si, -0.0005, 0.0016, -0.0001
Si, 0.0005, 0.0005, 0.0008
Si, -0.0021, 0.0005, 0.0008
Si, -0.0011, 0.0007, 0.0002
Si, -0.0015, 0.0006, 0.0004
Si, -0.0008, 0.0007, 0.0003
Si, -0.0002, 0.0001, 0.0003
Si, -0.001, 0.0002, -0.0002
Si, -0.0005, -0.0002, 0.0002
Si, -0.0017, -0.0007, 0.0002
Si, -0.0008, 0.001, 0.0008
Si, -0.0002, 0.0022, -0.0007
Si, -0.0008, 0.0003, 0.0006
Si, -0.0001, 0.0011, 0.001
Si, 0, 0.0003, 0.0001
Si, -0.0003, 0.0004, 0.0007
Si, -0.0002, -0.0001, 0.0003
Si, -0.0001, -0.0007, 0.0022
Si, -0.0026, 0, 0.0022
Si, 0, -0.0001, -0.0013
Si, -0.0001, -0.0009, 0.0007
Si, -0.0018, -0.001, 0.0004
Si, -0.0008, 0.0022, 0.0018
Si, -0.0002, 0.0004, 0.0007
Si, -0.0007, 0.0031, 0.0009
Si, 0.0007, 0.0027, 0.0038
Si, -0.0024, 0.0007, 0.0002
Si, -0.0031, -0.0005, -0.0016
Si, 0.001, -0.0006, 0.0015
Si, 0.001, 0.0005, 0.0031
Si, -0.0001, -0.0006, -0.0001
Si, -0.0042, -0.0004, -0.0001
Si, -0.0003, 0.0004, 0.0014
Si, -0.001, -0.0006, 0.0084
Si, -0.0067, 0.0018, 0.0107
Si, 0.0037, 0, 0.004
Si, -0.0024, -0.0048, 0.0095
Si, -0.0026, 0.0002, 0.0109
Si, 0.0006, 0.0023, 0.0074
Si, 0.0027, 0.0047, 0.0079
Si, 0.0009, -0.0026, 0.01
Si, 0.007, -0.013, -0.061
Si, -0.0155, 0.0064, -0.0835
Si, 0.0045, 0.0016, -0.0448
Si, -0.0063, 0.003, -0.0522
Si, 0.0088, -0.0056, -0.0625
Si, -0.005, 0.009, -0.061
Si, 0.0026, 0.0015, -0.0562
Si, -0.0011, 0.0083, -0.0499
Si, 0.0092, -0.0072, -0.0751
Si, 0.0084, -0.0012, -0.0959
Si, 0.0042, 0.009, -0.0682
Si, 0.0099, 0.0169, -0.0786
Si, 0.0073, 0.0003, -0.0834
Si, -0.0006, 0.0014, -0.0953
Si, 0.0029, -0.0064, -0.0717
Si, -0.0097, -0.0022, -0.0925
Si, -0.0079, -0.0018, -0.0509
Si, 0.0164, -0.0042, -0.074
Si, -0.0003, 0.006, -0.0735
Si, 0.005, -0.0003, -0.0588
Si, -0.0076, 0.0004, -0.0746
Si, 0.0006, 0.0107, -0.0616
Si, -0.0145, 0.0048, -0.0532
Si, -0.005, 0.0106, -0.0848
Si, 0.0115, 0.0055, -0.0734
Si, -0.0158, -0.0067, -0.0769
Si, -0.0079, 0.007, -0.0727
Si, 0.0013, -0.0076, -0.0817
Si, -0.0025, -0.0012, -0.0671
Si, 0.0057, 0.0032, -0.0821
Si, 0.0006, -0.0015, -0.0721
Si, -0.0043, 0.004, -0.0535
Si, -0.0072, 0.0047, -0.0685
Si, 0.0016, -0.0115, -0.0661
Si, 0.0088, -0.0046, -0.0593
Si, -0.0053, 0.0126, -0.072
Si, 0.0024, 0.0082, -0.0739
Si, 0.0013, 0.0081, -0.0712
Si, 0.0067, -0.0027, -0.0755
Si, -0.0052, 0.0007, -0.058
Si, -0.0149, -0.009, -0.0679
Si, 0.0105, -0.0072, -0.0751
Si, -0.0055, -0.0136, -0.0614
Si, 0.0044, -0.0062, -0.0583
Si, 0.0071, 0.0172, -0.0701
Si, -0.0014, 0.0006, -0.067
Si, 0.0036, 0.001, -0.0709
Si, -0.0078, -0.0198, -0.0706
Si, -0.0126, -0.0061, -0.0641
Si, -0.0088, -0.0012, -0.0719
Si, 0.0074, -0.0062, -0.0694
Si, -0.0022, 0.0078, -0.0571
Si, -0.012, -0.0011, -0.0593
Si, -0.0019, -0.0126, -0.0602
Si, 0.0023, -0.0061, -0.0564
Si, -0.0067, 0.0035, -0.0852
Si, -0.0133, 0.0085, -0.0631
Si, -0.007, -0.0035, -0.0644
Si, 0.0178, -0.003, -0.0811
Si, -0.0024, 0.0047, -0.059
O, 0.0165, -0.0104, 0.0361
O, -0.0103, 0.0055, 0.0539
O, 0.0035, -0.0095, 0.0506
O, 0.0004, -0.0154, 0.0636
O, -0.0083, -0.0055, 0.0349
O, -0.011, 0.0169, 0.0427
O, 0.0161, -0.0089, 0.0489
O, 0.0096, -0.0038, 0.0353
O, 0.004, 0.0095, 0.0257
O, -0.003, -0.008, 0.0335
O, -0.0068, -0.0062, 0.0231
O, -0.0132, 0.0103, 0.0503
O, 0.0076, -0.0017, 0.0336
O, -0.0038, -0.0023, 0.0442
O, -0.0059, 0.0132, 0.07
O, -0.0043, -0.0018, 0.0479
O, -0.0197, 0.0231, 0.0511
O, 0.0078, 0.004, 0.0414
O, 0.0126, -0.0057, 0.0568
O, 0.0252, -0.012, 0.0733
O, -0.0007, -0.0013, 0.0269
O, -0.0104, 0.0093, 0.0506
O, 0.0076, 0.0022, 0.0392
O, 0.0013, -0.0021, 0.0287
O, -0.0096, 0.0147, 0.0476
O, -0.0133, 0.0188, 0.0527
O, -0.0003, 0.0085, 0.053
O, -0.0036, 0.0019, 0.0372
O, -0.0187, 0.0003, 0.0277
O, -0.0006, -0.0075, 0.0324
O, -0.0219, 0.0127, 0.0339
O, -0.0089, -0.0041, 0.0361
O, 0.0036, -0.006, 0.0237
O, -0.0042, 0.0039, 0.0356
O, 0.0118, 0.0033, 0.0384
O, 0.0214, -0.0084, 0.0487
O, -0.0012, -0.0048, 0.0322
O, 0.0119, 0.0095, 0.0318
O, -0.0006, -0.0147, 0.0467
O, 0.0019, 0.0005, 0.0525
O, 0.0141, -0.0072, 0.03
O, -0.0007, 0.013, 0.0345
O, -0.0078, 0.013, 0.0334
O, -0.0016, 0.0093, 0.0304
O, -0.0116, 0.0013, 0.0508
O, -0.0201, -0.0187, 0.0536
O, 0.0051, -0.016, 0.0475
O, -0.0028, -0.0086, 0.0299
O, -0.0006, -0.0075, 0.0602
O, 0.0075, -0.0032, 0.0304
O, -0.0021, -0.0079, 0.0303
O, 0.003, 0.0069, 0.0257
O, 0.0011, 0.0015, 0.0293
O, -0.0134, -0.0191, 0.056
O, -0.0067, -0.0056, 0.0289
O, 0.0086, 0.003, 0.0308
O, -0.0009, 0.0172, 0.0391
O, 0.0076, 0.001, 0.0339
O, -0.0082, 0.0014, 0.0274
O, -0.0039, 0.0104, 0.0314
O, -0.0018, 0.0051, 0.0251
O, 0.0043, -0.0072, 0.0229
O, -0.009, -0.0004, 0.0239
O, -0.0031, -0.0024, 0.0527
O, -0.002, -0.0012, 0.0247
O, 0.0037, 0.0049, 0.0511
O, 0.0195, 0.0085, 0.0434
O, 0.005, 0.011, 0.0522
O, 0, -0.0096, 0.0517
O, -0.003, 0.0012, 0.0261
O, -0.0119, -0.004, 0.0365
O, 0.0023, -0.004, 0.0307
O, -0.003, -0.0019, 0.0234
O, 0.0014, -0.0063, 0.0278
O, -0.0131, 0.0076, 0.0391
O, 0.0093, -0.0038, 0.0331
O, 0.0014, -0.0032, 0.0301
O, 0.0037, -0.0077, 0.0499
O, 0.0159, 0.0037, 0.0615
O, -0.0009, -0.0089, 0.056
O, 0.0067, 0.0006, 0.0255
O, -0.0043, -0.0018, 0.0357
O, 0.0115, 0.007, 0.0306
O, -0.0024, -0.01, 0.0346
O, -0.0095, -0.0104, 0.051
O, -0.0142, -0.0027, 0.0384
O, 0.0066, -0.0123, 0.0483
O, -0.004, -0.0055, 0.0256
O, 0.0044, 0.0105, 0.0233
O, -0.0101, 0.0088, 0.0318
O, 0.0025, -0.0009, 0.0299
O, 0.0034, -0.0045, 0.0234
O, -0.0019, -0.0001, 0.0224
O, 0, 0.0001, 0.0221
O, 0.0091, -0.0063, 0.0333
O, 0.0016, 0.0038, 0.0301
O, 0.0103, 0.0043, 0.0386
O, 0.0118, 0.0035, 0.04
O, -0.0016, -0.0137, 0.0404
O, -0.0103, 0.0073, 0.0345
O, -0.0031, -0.0011, 0.0384
O, 0.01, 0.004, 0.0268
O, -0.0001, -0.0095, 0.0352
O, 0.0121, -0.0032, 0.032
O, 0.0072, 0.0015, 0.0282
O, 0.0158, 0.0032, 0.0372
O, -0.0099, -0.0139, 0.0483
O, -0.0043, -0.005, 0.0563
O, -0.0092, 0.0163, 0.0458
O, -0.0005, 0.0163, 0.0418
O, -0.004, 0.0098, 0.0331
O, 0.0045, -0.0064, 0.0483
O, 0.0044, 0.0094, 0.0324
O, 0.0001, 0.0095, 0.0255
O, 0.0025, 0.0029, 0.0305
O, -0.0052, -0.0047, 0.0398
O, 0, -0.0002, 0.0274
O, -0.0013, 0.0032, 0.0287
O, -0.0047, -0.0077, 0.0271
O, 0.0024, -0.0085, 0.0335

The program warned: the cutoff lies below the one the program advises for these potential files; the forces do not sum to zero within the program's tolerance; empty levels may hold ghost states of the PAW files; the exchange-correlation potential is rough where the density is thin.
